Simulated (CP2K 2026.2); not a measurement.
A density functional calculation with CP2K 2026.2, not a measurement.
Periodic cell of 436 atoms, Si320O116, from a study of silicon, its oxide and their interface. The atomic structure is a simulated model.
Doubt: the forces sum to 1.93 eV/angstrom along one axis rather than to zero, so they err by at least 0.0044 eV/angstrom per atom on average; the grid cutoff is modest.

Settings: functional PBE; method Gaussian and plane waves; basis set DZVP-MOLOPT-SR-GTH; pseudopotentials GTH-PBE; grid cutoff 350 Ry, relative cutoff 50 Ry; k points Gamma only; occupations fixed; spin none; net charge 0.

Cell vectors (angstrom)
a	15.3867	0	0
b	0	15.3866	0
c	-3.399	1.7945	33.4093

Atoms and the computed forces on them: element, x, y, z (angstrom), force x, y, z (eV/angstrom)
Si	11.879	15.838	29.081	0.023	0.076	0.124
Si	11.922	2.92	28.836	0.109	-0.318	0.619
Si	11.944	8.17	28.618	0.055	-0.175	0.808
Si	11.993	11.268	28.831	-0.002	-0.004	0.625
Si	0.259	15.963	28.564	0.009	0.111	0.499
Si	0.394	3.006	28.61	-0.025	0.016	0.011
Si	0.424	8.312	28.692	0.064	0.211	0.653
Si	0.464	10.717	28.631	0.01	-0.019	0.018
Si	4.169	15.443	28.547	-0.003	-0.256	0.767
Si	4.156	3.145	28.695	0.113	0.178	0.838
Si	4.335	7.778	28.661	-0.059	-0.197	0.779
Si	4.31	10.879	28.702	-0.092	0.142	0.807
Si	8.167	15.957	28.75	-0.004	0.043	-0.001
Si	8.142	2.981	28.844	-0.114	-0.291	0.609
Si	8.15	7.889	28.599	0.008	-0.251	0.742
Si	8.16	11.029	28.645	-0.013	0.231	0.706
Si	-1.475	15.367	30.095	0	-0.028	-0.015
Si	-1.489	3.562	29.97	-0.004	0.013	-0.108
Si	-1.504	7.679	29.905	0.022	-0.032	-0.059
Si	-1.386	11.345	29.999	-0.016	0.032	-0.016
Si	2.199	15.232	29.837	0.027	-0.025	-0.019
Si	2.248	3.495	29.999	0.041	0.052	-0.069
Si	2.329	7.542	29.895	0.003	-0.039	-0.053
Si	2.342	11.232	29.961	0.019	0.008	-0.04
Si	6.172	15.225	29.847	0.014	-0.055	-0.032
Si	6.142	3.545	29.955	0.004	0.014	-0.09
Si	6.251	7.511	29.968	0.004	-0.003	-0.055
Si	6.232	11.288	29.976	0.004	-0.002	-0.029
Si	9.93	15.39	30.235	-0.031	0.003	0.041
Si	10.035	3.564	30.102	-0.01	-0.004	-0.053
Si	10.062	7.626	29.948	0.007	-0.024	-0.052
Si	10.014	11.389	30.058	0.003	0.022	-0.004
Si	-1.472	1.806	31.534	-0.019	-0.012	0.013
Si	-1.512	5.629	31.17	-0.014	0.025	-0.004
Si	-1.496	9.474	31.426	0.019	0.025	-0.004
Si	-1.448	13.326	31.287	-0.025	-0.011	0.03
Si	2.28	17.028	31.409	0.006	-0.005	0.006
Si	2.292	5.552	31.202	0.047	0.012	0.023
Si	2.371	9.377	31.4	-0.013	0.012	0.012
Si	2.289	13.265	31.193	0.043	-0.01	0.018
Si	6.126	17.062	31.378	0.018	-0.033	-0.002
Si	6.192	5.535	31.251	-0.017	0.02	0.022
Si	6.238	9.402	31.39	-0.011	-0.005	0.042
Si	6.203	13.287	31.233	-0.045	0	0.003
Si	9.981	1.818	31.651	-0.026	-0.046	0.013
Si	10.056	5.629	31.251	-0.009	0.017	0.012
Si	10.016	9.468	31.422	0.01	0.009	0.041
Si	9.985	13.337	31.366	0.012	-0.03	0.037
Si	11.973	1.775	32.853	0.006	-0.001	0.025
Si	11.981	5.616	32.619	-0.009	-0.012	0.001
Si	11.956	9.467	32.751	-0.027	-0.005	0.002
Si	11.976	13.312	32.649	-0.008	0.021	0.02
Si	0.436	17.125	32.837	0.003	-0.011	0.008
Si	0.39	5.596	32.607	-0.002	-0.017	-0.023
Si	0.439	9.421	32.746	-0.005	-0.024	-0.003
Si	0.441	13.288	32.679	-0.005	-0.004	-0.03
Si	4.223	17.079	32.732	-0.027	0.019	0.007
Si	4.237	5.567	32.593	0	0.006	0.002
Si	4.296	9.41	32.727	0.026	0.005	0.002
Si	4.241	13.292	32.576	0.005	0.002	0.001
Si	7.997	17.145	32.833	0.008	0.029	0.003
Si	8.115	5.586	32.637	0	-0.003	-0.025
Si	8.113	9.434	32.781	0.006	0.009	-0.006
Si	8.064	13.294	32.708	0.013	-0.004	-0.02
Si	0.032	13.414	11.523	-0.009	0.011	-0.001
Si	0.002	1.908	11.531	0.015	0.017	-0.006
Si	-0.008	5.731	11.562	0.007	0.014	-0.012
Si	0.031	9.569	11.512	0.005	0	-0.012
Si	3.83	13.408	11.612	0.011	0.003	-0.011
Si	3.8	1.849	11.634	-0.008	-0.001	0.017
Si	3.814	5.708	11.586	0.02	0.016	-0.004
Si	3.81	9.598	11.603	-0.005	-0.014	0.009
Si	7.673	13.425	11.542	-0.011	-0.004	-0.007
Si	7.641	1.891	11.572	0.014	-0.013	-0.009
Si	7.638	5.711	11.591	0.01	0.008	-0.017
Si	7.643	9.55	11.528	-0.004	-0.015	-0.014
Si	11.502	13.417	11.523	0.003	-0.004	-0.021
Si	11.47	1.904	11.545	-0.014	-0.001	-0.007
Si	11.437	5.699	11.516	0.012	0.01	-0.024
Si	11.463	9.569	11.472	-0.005	-0.023	-0.01
Si	1.905	13.395	12.982	-0.006	0	0.029
Si	1.857	1.883	13.001	-0.004	-0.021	0.005
Si	1.913	5.731	12.967	-0.026	0.011	0.015
Si	1.893	9.591	12.994	-0.011	0.03	0.008
Si	5.786	13.416	12.947	-0.001	-0.006	-0.009
Si	5.749	1.8	12.978	-0.032	-0.028	0.01
Si	5.723	5.693	12.968	-0.003	0.006	0.017
Si	5.758	9.595	12.933	-0.01	0.023	-0.011
Si	9.586	13.436	12.9	0.011	-0.014	0.02
Si	9.551	1.966	12.943	0.016	0.006	-0.012
Si	9.554	5.697	12.966	0.014	-0.009	-0.001
Si	9.559	9.477	12.869	0.022	-0.008	-0.014
Si	13.472	13.407	12.809	0.014	-0.003	-0.004
Si	13.44	1.922	12.821	-0.017	-0.013	-0.008
Si	13.378	5.723	12.803	-0.009	0.016	-0.002
Si	13.432	9.61	12.725	-0.009	-0.008	-0.029
Si	1.845	15.313	14.355	-0.012	0.017	-0.044
Si	1.888	3.827	14.366	-0.021	-0.019	-0.013
Si	1.897	7.653	14.348	-0.004	0.012	-0.043
Si	1.91	11.501	14.419	0	-0.012	-0.051
Si	5.788	15.265	14.405	-0.008	-0.015	-0.04
Si	5.73	3.723	14.308	0.047	0.033	-0.013
Si	5.701	7.671	14.276	0.002	-0.036	0.009
Si	5.858	11.517	14.319	0.002	0.007	-0.022
Si	9.551	15.416	14.23	0.003	0.025	-0.038
Si	9.539	3.843	14.435	-0.007	-0.073	0.006
Si	9.524	7.597	14.342	0.006	0.043	0.003
Si	9.614	11.418	14.132	0.016	0.004	-0.042
Si	13.476	15.355	14.098	-0.001	0.005	-0.038
Si	13.391	3.835	14.189	-0.017	0.028	-0.036
Si	13.304	7.707	14.028	-0.042	-0.002	-0.038
Si	13.543	11.467	14.126	-0.002	-0.001	-0.055
Si	-0.149	15.254	15.648	0.03	-0.003	0.034
Si	-0.12	3.877	15.6	0.038	-0.016	0.065
Si	-0.218	7.636	15.369	0.008	-0.009	0.014
Si	-0.093	11.47	15.734	0.049	0.013	0.053
Si	3.78	15.299	15.704	-0.001	-0.004	0.05
Si	3.836	3.736	15.714	-0.016	-0.039	0.049
Si	3.837	7.658	15.753	-0.035	0.004	0.085
Si	3.938	11.482	15.686	-0.026	0.006	0.064
Si	7.77	15.335	15.784	-0.026	-0.043	0.016
Si	7.568	3.781	15.812	0.058	0.017	-0.012
Si	7.569	7.572	15.707	0.036	0.029	0.046
Si	7.85	11.453	15.649	-0.039	0.003	0.023
Si	11.561	15.455	15.399	-0.02	0.011	0.02
Si	11.554	3.9	15.692	0.007	0.017	0.076
Si	11.52	7.724	15.583	-0.018	-0.01	0.06
Si	11.583	11.466	15.35	0.004	0.027	0.017
Si	-0.796	13.361	17.021	0.309	0.027	-0.796
Si	-0.36	1.892	16.799	0.146	-0.042	-0.796
Si	-0.757	5.838	16.758	-0.337	-0.182	-0.571
Si	-0.48	9.418	16.848	0.244	0.135	-0.719
Si	3.749	13.371	17.061	0.004	0.028	-0.721
Si	4.151	1.798	17.073	-0.194	0.029	-0.768
Si	4.346	5.67	16.929	0.367	0.096	-0.528
Si	4.322	9.605	17.052	-0.302	-0.084	-0.76
Si	8.461	13.349	16.923	-0.187	0.073	-0.708
Si	7.359	1.85	17.196	0.54	-0.007	-0.051
Si	6.798	5.7	16.983	-0.132	-0.005	-0.007
Si	7.497	9.537	17.002	0.236	-0.07	-0.776
Si	11.546	13.446	16.527	0.059	0.02	-0.554
Si	11.952	1.883	16.835	-0.178	0.119	-0.824
Si	12.169	5.876	16.886	0.255	-0.1	-0.652
Si	11.822	9.713	16.864	-0.248	-0.142	-0.777
Si	6.166	8.139	23.791	0.085	-0.101	0.001
Si	-1.963	13.601	23.588	0.04	0.106	0.031
Si	0.428	7.536	18.983	0.038	-0.062	-0.122
Si	4.971	13.321	19.731	0.083	0.034	-0.086
Si	-2.174	15.931	21.66	-0.085	0.038	-0.041
Si	-0.992	14.446	26.166	0.159	0.131	0.038
Si	8.228	1.595	19.465	-0.073	0.227	-0.66
Si	-0.213	10.99	23.686	0.054	0.07	0.156
Si	9.489	16.029	23.935	0.112	-0.084	0.175
Si	1.374	13.485	19.081	0.091	-0.041	0.07
Si	6.542	3.531	21.135	0.047	0.017	-0.076
Si	8.224	12.52	25.795	0.013	0.002	0.001
Si	7.835	13.86	19.81	-0.056	-0.007	-0.066
Si	7.113	2.329	23.625	0.084	0.119	-0.046
Si	12.107	4.642	21.146	0.033	-0.067	-0.03
Si	4.11	12.883	23.484	0.034	-0.115	0.071
Si	10.455	6.489	19.549	0.084	0.028	-0.185
Si	1.943	11.551	21.595	-0.007	0.053	-0.112
Si	6.68	11.239	23.447	0.151	0.093	0.013
Si	9.771	9.541	19.214	-0.043	0.027	-0.098
Si	1.801	5.605	22.226	0.11	-0.103	-0.084
Si	12.542	4.059	25.959	-0.007	0.1	0.173
Si	4.128	10.271	19.967	-0.052	-0.038	-0.101
Si	0.826	16.403	21.671	-0.047	0.032	-0.07
Si	11.203	2.042	19.77	-0.023	-0.025	0.053
Si	1.597	2.966	23.795	0.082	-0.059	0.058
Si	-1.004	6.699	21.413	-0.048	-0.094	-0.066
Si	9.185	11.695	21.516	-0.078	-0.098	-0.008
Si	7.417	5.928	19.219	-0.207	-0.017	-0.629
Si	0.65	11.92	26.563	0.008	-0.527	0.367
Si	11.879	2.561	23.402	-0.013	0.017	-0.033
Si	8.915	15.137	26.669	-0.284	0.474	0.545
Si	11.726	14.154	27.529	0.059	0.286	0.533
Si	7.551	4.195	26.047	-0.072	-0.021	0.008
Si	11.57	7.02	25.708	-0.005	-0.09	0.113
Si	5.685	7.779	20.798	-0.021	0.037	-0.083
Si	1.777	1.312	19.016	0.061	-0.044	-0.138
Si	0.337	3.955	26.417	0.048	-0.299	0.598
Si	0.771	7.008	25.847	-0.071	0.054	0.018
Si	8.512	6.877	25.611	-0.035	0.077	0.118
Si	4.389	2.302	22.541	-0.023	0.135	-0.026
Si	3.415	15.026	21.765	0.051	0.015	0.062
Si	3.43	6.844	24.48	-0.014	-0.015	-0.015
Si	4.623	5.328	26.626	0.037	0.049	0.095
Si	3.605	13.026	26.606	-0.076	0.057	0.108
Si	-1.516	8.106	24.005	0.196	0	0.05
Si	3.097	6.234	19.771	-0.02	-0.022	-0.206
Si	10.475	13.031	23.845	0	0.067	-0.034
Si	-0.018	13.39	0.692	-0.003	-0.006	0.002
Si	-0.02	1.953	0.682	-0.003	-0.018	0.005
Si	-0.023	5.712	0.637	0.011	0	0.01
Si	-0.031	9.615	0.654	0.01	0.005	0.002
Si	3.82	13.373	0.701	-0.001	0.004	0.012
Si	3.822	1.926	0.659	-0.005	0.005	0.022
Si	3.811	5.682	0.64	0.015	0.022	0.005
Si	3.826	9.577	0.65	0.006	0.004	0.018
Si	7.646	13.357	0.647	0.004	-0.012	-0.001
Si	7.64	1.877	0.611	0.001	0.015	0.01
Si	7.666	5.667	0.625	-0.021	-0.001	0
Si	7.663	9.589	0.601	-0.012	0.017	-0.005
Si	11.471	13.393	0.705	0.002	0.002	0.01
Si	11.468	1.927	0.686	-0.01	-0.032	0.011
Si	11.505	5.683	0.657	0.005	0.008	0.009
Si	11.49	9.588	0.681	-0.004	-0.006	0.014
Si	1.896	13.389	2.054	0.006	0.003	0.013
Si	1.903	1.915	2.032	0.005	-0.024	0.005
Si	1.893	5.708	2.012	0	0.004	0
Si	1.897	9.587	2.013	0.002	-0.021	-0.001
Si	5.745	13.384	2.036	-0.011	0.028	0.005
Si	5.744	1.905	2.009	-0.005	-0.001	0.001
Si	5.743	5.693	1.993	0.003	0.013	0.002
Si	5.755	9.58	1.997	-0.012	-0.013	-0.006
Si	9.55	13.384	2.044	0.013	0.03	0.011
Si	9.541	1.908	2.023	0.006	0.001	0.01
Si	9.575	5.688	2.012	0.008	0.008	0.002
Si	9.558	9.584	2.018	0.015	-0.01	-0.002
Si	13.425	13.401	2.029	-0.005	0.011	0.008
Si	13.421	1.91	2.019	0.004	-0.037	0
Si	13.439	5.701	2.008	-0.013	0.002	-0.005
Si	13.431	9.596	2.021	-0.013	-0.008	-0.003
Si	1.894	15.349	3.371	0.001	0	-0.005
Si	1.895	3.813	3.407	0.009	-0.009	-0.001
Si	1.892	7.648	3.359	0.007	0.005	-0.007
Si	1.895	11.48	3.414	0.001	0.009	0.012
Si	5.737	15.345	3.353	0.005	-0.002	-0.007
Si	5.744	3.803	3.391	0.02	-0.004	0.001
Si	5.743	7.637	3.339	0	-0.002	-0.012
Si	5.742	11.475	3.398	0.011	0.002	0.006
Si	9.565	15.345	3.365	0	-0.005	-0.007
Si	9.565	3.801	3.411	-0.034	-0.004	0.008
Si	9.569	7.637	3.356	-0.023	-0.001	-0.009
Si	9.569	11.48	3.416	-0.014	0	0.005
Si	13.43	15.35	3.362	0.012	0	-0.001
Si	13.428	3.807	3.403	0	0.006	0
Si	13.434	7.645	3.357	0	0.001	-0.005
Si	13.427	11.495	3.408	0.003	-0.003	0.008
Si	-0.033	15.347	4.733	-0.003	-0.004	0.003
Si	-0.031	3.803	4.76	0.01	-0.013	-0.001
Si	-0.03	7.646	4.73	0.006	-0.008	0
Si	-0.034	11.49	4.765	-0.004	-0.003	0.005
Si	3.821	15.345	4.728	0.003	0.004	-0.002
Si	3.824	3.803	4.751	0	0.005	-0.003
Si	3.823	7.646	4.715	0.002	0	-0.004
Si	3.824	11.485	4.759	0.002	-0.008	0.005
Si	7.646	15.345	4.733	-0.017	0.018	-0.004
Si	7.646	3.803	4.768	-0.004	0.02	0.017
Si	7.648	7.637	4.727	-0.003	-0.006	0.006
Si	7.649	11.485	4.77	-0.007	0	0.007
Si	11.501	15.346	4.724	0.001	0.003	0
Si	11.502	3.801	4.754	0.003	-0.007	-0.003
Si	11.503	7.644	4.719	0.001	0.002	-0.004
Si	11.503	11.49	4.763	0.001	0	-0.001
Si	-0.032	13.428	6.106	0.011	-0.005	0.005
Si	-0.03	1.874	6.111	0.005	0.004	0.004
Si	-0.025	5.731	6.11	-0.006	-0.009	0.001
Si	-0.03	9.559	6.113	0	0.007	0.003
Si	3.826	13.425	6.099	-0.001	-0.001	-0.003
Si	3.821	1.874	6.103	0	0.012	-0.003
Si	3.822	5.732	6.093	0.007	-0.008	-0.004
Si	3.825	9.555	6.102	0	0.002	0
Si	7.643	13.428	6.105	0.009	-0.002	-0.006
Si	7.643	1.869	6.111	0.004	-0.001	-0.004
Si	7.64	5.729	6.112	-0.007	-0.012	0.014
Si	7.646	9.551	6.107	-0.001	0.009	-0.001
Si	11.508	13.429	6.103	-0.007	-0.01	0
Si	11.507	1.873	6.106	-0.003	0.007	0.006
Si	11.502	5.731	6.101	-0.01	-0.008	0.001
Si	11.507	9.556	6.106	-0.008	0.006	0.003
Si	1.904	13.427	7.455	-0.004	0	-0.001
Si	1.902	1.877	7.465	0.007	-0.01	-0.003
Si	1.91	5.726	7.462	0.027	0.004	-0.01
Si	1.906	9.56	7.464	0.008	-0.005	-0.003
Si	5.732	13.426	7.486	-0.001	0.006	0.001
Si	5.728	1.871	7.486	0.001	0.001	0
Si	5.719	5.724	7.482	-0.015	0.012	0.004
Si	5.732	9.559	7.485	0.005	-0.013	0
Si	9.573	13.432	7.449	-0.014	0.005	-0.004
Si	9.573	1.873	7.455	-0.014	-0.002	-0.001
Si	9.569	5.723	7.454	-0.008	0.013	0.008
Si	9.573	9.558	7.455	-0.011	-0.008	-0.001
Si	13.432	13.428	7.474	-0.011	0.005	0
Si	13.433	1.877	7.473	0.007	-0.003	-0.003
Si	13.432	5.727	7.461	0.013	0.006	-0.001
Si	13.431	9.562	7.474	-0.003	-0.017	-0.002
Si	1.914	15.342	8.827	0.003	0.008	0.001
Si	1.915	3.801	8.825	-0.008	0.002	-0.006
Si	1.921	7.641	8.831	-0.009	-0.002	0.001
Si	1.919	11.499	8.805	-0.003	0.003	0
Si	5.729	15.344	8.863	-0.001	0.008	0
Si	5.715	3.797	8.846	0.004	0.006	-0.006
Si	5.719	7.639	8.852	0.002	-0.003	0.001
Si	5.732	11.493	8.84	-0.002	-0.002	0
Si	9.58	15.345	8.822	-0.003	-0.008	-0.009
Si	9.55	3.796	8.81	0.009	-0.016	-0.006
Si	9.562	7.638	8.816	0.003	0.004	0.002
Si	9.56	11.5	8.789	0.006	0.005	-0.014
Si	13.438	15.349	8.848	0.004	0	0.005
Si	13.433	3.808	8.829	-0.007	0.004	0
Si	13.44	7.637	8.836	-0.009	-0.009	0.001
Si	13.434	11.495	8.828	0.001	-0.007	0.007
Si	0.002	15.353	10.187	-0.029	-0.011	-0.002
Si	-0.006	3.824	10.174	-0.016	-0.01	0.004
Si	0.002	7.636	10.178	-0.007	0.003	0.001
Si	0.006	11.496	10.159	-0.018	-0.004	-0.004
Si	3.806	15.333	10.238	0.017	-0.02	0.007
Si	3.807	3.774	10.237	0.018	0.004	0.002
Si	3.813	7.652	10.242	0.02	0.004	0.001
Si	3.814	11.502	10.214	0.01	0.004	0
Si	7.671	15.356	10.2	-0.009	0.002	-0.006
Si	7.637	3.805	10.201	-0.021	0.006	-0.002
Si	7.646	7.62	10.195	-0.005	0.002	0
Si	7.663	11.492	10.186	-0.008	0.007	-0.008
Si	11.494	15.355	10.19	0.012	-0.002	0.007
Si	11.475	3.794	10.15	0.005	0.005	0.004
Si	11.487	7.627	10.158	0.009	0.003	0.005
Si	11.47	11.506	10.145	-0.006	-0.007	0
O	-0.117	13.276	18.496	-0.231	-0.017	0.562
O	4.726	7.798	24.446	-0.24	0.435	0.297
O	0.656	1.941	18.057	0.004	0.197	0.238
O	-1.82	7.519	22.531	-0.477	0.28	-0.149
O	3.997	16.501	21.528	0.037	0.103	-0.591
O	11.516	6.124	18.379	0.181	-0.096	0.157
O	9.856	14.506	23.535	-0.27	0.045	-0.398
O	13.366	9.581	17.389	-0.06	-0.214	0.589
O	2.427	12.955	17.959	-0.064	-0.522	-0.153
O	3.901	4.149	27.441	-0.534	-0.087	-0.37
O	0.473	6.45	21.976	0.141	0.347	0.264
O	7.103	11.834	24.882	-0.141	0.151	0.209
O	0.323	7.881	27.117	-0.264	-0.025	-0.047
O	4.328	9.334	28.12	-0.096	0.09	-0.589
O	10.082	13.408	17.303	0.013	0.058	0.496
O	9.618	2.159	20.142	-0.021	0.333	0.418
O	7.871	11.269	22.361	0.059	0.004	-0.116
O	-0.034	15.472	26.989	0.42	0.165	-0.511
O	3.163	2.668	23.52	0.23	-0.044	0.149
O	2.213	7.523	25.311	0.09	0.337	0.267
O	5.724	1.794	17.541	0.117	0.031	0.474
O	5.586	1.838	23.513	-0.264	-0.275	0.259
O	11.09	1.688	18.196	-0.537	-0.385	-0.023
O	3.232	1.709	18.428	0.226	-0.017	0.525
O	3.773	14.085	20.498	-0.314	0.002	-0.093
O	4.037	14.463	27.232	0.328	0.036	-0.364
O	10.529	1.689	23.291	-0.062	-0.017	-0.041
O	7.338	2.925	25.096	0.097	-0.375	0.273
O	6.806	4.827	20.239	-0.063	0.07	0.263
O	4.973	3.481	21.578	-0.181	0.175	-0.238
O	4.035	12.844	25.078	0.171	-0.073	-0.143
O	1.301	4.399	23.146	-0.114	0.243	0.03
O	11.888	3.664	27.377	-0.186	0.291	-0.079
O	3.624	9.708	18.526	-0.588	-0.077	0.186
O	7.867	14.102	25.961	-0.553	0.262	-0.353
O	4.146	14.442	23.074	0.346	0.368	0.187
O	8.295	3.681	27.373	0.465	0.188	-0.055
O	-1.072	9.647	23.897	-0.161	0.2	0.281
O	4.786	11.733	19.829	0.405	0.063	0.118
O	11.954	5.47	25.438	-0.192	-0.079	-0.628
O	5.273	9.33	20.615	0.087	0.115	0.266
O	2.002	12.821	26.718	-0.199	0.1	0.036
O	7.413	7.619	24.685	-0.021	0.238	0.098
O	7.746	13.15	18.365	-0.401	-0.542	0.022
O	9.642	12.324	25.037	0.387	-0.443	0.225
O	0.085	6.187	18.13	0.282	-0.297	0.223
O	8.872	13.055	20.718	0.268	0.446	-0.045
O	10.923	10.029	18.187	-0.035	0.474	0.161
O	12.975	13.404	17.368	-0.05	0.074	0.528
O	10.208	8.071	19.729	0.195	0.03	0.691
O	6.883	7.364	19.78	0.176	0.631	-0.273
O	11.8	3.946	22.571	-0.098	0.309	0.225
O	4.93	13.706	18.154	0.313	0.368	0.006
O	2.463	5.16	20.812	0.096	-0.696	-0.146
O	9.419	16.213	25.554	0.286	0.587	0.24
O	8.161	7.074	27.187	-0.046	-0.177	-0.023
O	0.742	10.824	22.392	-0.165	-0.334	-0.353
O	8.47	5.289	25.304	0.137	-0.169	-0.258
O	3.886	5.462	25.199	-0.137	-0.506	-0.181
O	12.505	8.008	24.851	-0.134	0.388	0.155
O	12.019	13.188	24.286	-0.012	-0.185	0.252
O	1.601	15.091	19.141	0.005	0.032	0.069
O	-0.601	12.948	26.63	-0.244	-0.05	0.217
O	12	12.565	27.823	0.13	0.012	-0.19
O	8.385	9.511	18.372	-0.082	0.218	0.104
O	6.215	7.504	22.301	0.119	-0.249	-0.142
O	4.222	1.627	28.056	0.152	-0.007	-0.388
O	-0.748	7.613	20.1	-0.55	0.307	-0.059
O	10.03	7.362	25.332	-0.016	0.209	-0.495
O	0.933	5.464	26.305	0.233	-0.017	-0.018
O	4.367	11.858	27.41	0.554	-0.007	-0.32
O	0.705	1.855	23.04	-0.288	-0.279	0.395
O	13.497	1.883	17.377	0.098	-0.067	0.618
O	4.473	6.746	27.4	0.073	0.24	-0.208
O	1.803	15.129	21.96	-0.329	-0.591	0.074
O	8.144	9.466	28.166	0.185	-0.013	-0.07
O	6.165	4.926	26.436	0.174	0.124	0.277
O	12.131	2.894	24.939	0.051	-0.48	0.319
O	3.589	5.548	18.395	-0.082	-0.465	0.133
O	11.849	7.261	27.281	-0.01	-0.207	0.011
O	8.039	16.425	23.354	-0.219	-0.439	-0.444
O	6.343	13.795	20.419	-0.049	0.193	0.639
O	9.029	5.809	19.225	0.078	-0.208	-0.124
O	5.92	9.626	17.433	0.068	0.194	0.095
O	1.523	1.906	20.499	0.017	0.518	0.182
O	8.311	15.381	19.673	0.433	-0.048	-0.015
O	-1.175	12.23	23.313	-0.105	-0.143	-0.27
O	10.217	14.208	26.963	0.106	-0.664	-0.001
O	6.234	9.727	23.683	-0.326	0.121	-0.221
O	7.392	3.497	22.522	0.271	0.612	0.23
O	0.617	11.237	25.077	0.268	0.028	-0.259
O	-0.363	7.21	24.717	-0.138	-0.108	-0.299
O	-1.235	4.086	26.034	-0.039	0.017	-0.24
O	13.031	14.432	22.253	-0.146	-0.105	-0.098
O	-0.986	14.518	24.539	0.485	0.268	-0.288
O	1.156	3.02	25.352	0.281	-0.495	0.097
O	11.936	9.756	28.136	-0.053	0.118	-0.528
O	5.409	12.097	22.939	0.074	-0.005	-0.255
O	10.379	12.07	22.541	0.236	-0.272	-0.197
O	-0.642	15.986	21.133	0.195	0.071	-0.291
O	6.978	2.21	20.301	-0.221	-0.313	-0.123
O	11.939	3.471	20.023	0.253	0.102	-0.448
O	9.624	10.522	20.491	0.146	-0.231	0.202
O	1.45	12.606	20.448	-0.387	0.203	0.067
O	4.378	6.913	20.457	0.019	-0.126	0.061
O	-1.799	5.314	21.085	0.236	-0.21	-0.429
O	1.942	7.349	19.517	0.232	0.606	-0.128
O	0.402	8.925	18.142	0.237	0.262	0.301
O	2.824	10.38	20.911	-0.144	-0.615	-0.032
O	-2.544	14.69	26.495	-0.101	0.193	-0.265
O	2.806	12.282	22.751	-0.172	-0.062	0.231
O	2.9	6.501	23.001	0.163	0.307	-0.414
O	12.074	16.277	20.541	0.038	-0.359	-0.201
O	8.235	11.887	27.272	0.196	0.201	-0.038
O	11.038	5.834	20.905	-0.189	0.098	0.303
O	-2.305	1.653	22.83	0.329	0.108	0.113

Results
total energy: -85094.588 eV
total energy less fixed offsets of O -438.35, Si -107.03 eV per atom: 3.612 eV
